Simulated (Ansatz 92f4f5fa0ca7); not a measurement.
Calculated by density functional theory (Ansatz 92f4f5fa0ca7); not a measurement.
Periodic cell of 228 atoms, Si140O88, from a study of silicon, its oxide and their interface. The atomic structure is a simulated model.
This geometry differs little from another in the collection (a relaxation step or a small displacement).

Settings
functional: r2SCAN
potential files: Ansatz PAW
basis: plane waves
wave-function cutoff: 800 eV
density cutoff ratio: 5
exchange-correlation grid ratio: 1
k mesh: 1 x 1 x 1, shifted by 0.5 0.5 0 of a step
self-consistency stop: 1e-10 eV per atom in the density residual
occupations: fixed
spin: none
net charge: 0

Cell vectors (angstrom)
a, 10.887, 0, 0
b, 0, 10.887, 0
c, 0, 0, 33.3214

Atoms and the computed forces on them: element, x, y, z (angstrom), force x, y, z (eV/angstrom)
Si, 0.5614, -0.5941, -0.0159, -0.0123, 0.0125, -0.0903
Si, 2.2804, 3.0543, -0.1964, 0.0173, -0.0139, -0.098
Si, 0.0559, 5.2562, 0.3523, -0.0016, -0.0038, -0.0447
Si, 2.73, 8.098, 0.4015, 0.0019, 0.0018, -0.0437
Si, 5.3803, -0.1777, 0.006, -0.0039, -0.0001, -0.1019
Si, 8.1233, 2.742, 0.2293, -0.0042, 0.0044, -0.0916
Si, 4.9029, 5.8683, 0.0204, 0.0084, -0.0159, -0.0893
Si, 8.7538, 7.4524, 0.0068, -0.011, 0.0111, -0.0877
Si, 1.3887, 1.2906, 1.212, -0.0024, 0.0001, 0.006
Si, 3.9171, 4.1076, 1.2565, -0.0015, 0.0002, 0.0041
Si, 1.3658, 6.6916, 1.6317, -0.0001, 0.0003, 0.0009
Si, 4.0897, 9.5475, 1.5619, 0.0015, -0.0006, 0.0036
Si, 6.7328, 1.2494, 1.3415, -0.0003, -0.0002, 0.0044
Si, 9.4595, 4.0234, 1.6241, 0.001, -0.0023, 0.0014
Si, 6.8165, 6.7227, 1.246, -0.0006, 0.0022, 0.0038
Si, 9.6845, 9.2837, 1.2601, 0.0008, -0.0006, 0.0038
Si, 0.009, 2.5583, 2.7359, 0.0008, -0.002, -0.0026
Si, 2.7121, 0.0783, 2.7758, -0.0031, 0.0007, 0.0009
Si, 0.001, 8.1048, 2.8723, -0.0037, 0.0032, 0.0009
Si, 2.7432, 5.3322, 2.8768, 0.0027, -0.0028, 0.0004
Si, 5.3565, 2.7072, 2.6244, 0.0004, -0.0015, -0.0021
Si, 8.2234, -0.1398, 2.5977, -0.0003, 0.0003, -0.0008
Si, 5.5588, 8.1339, 2.7282, 0.0018, -0.0013, -0.0023
Si, 8.0604, 5.4366, 2.8151, -0.0034, 0.001, -0.0006
Si, 1.3265, 3.9727, 4.1362, -0.001, 0.0001, -0.0006
Si, 4.0718, 1.4023, 4.1124, -0.0003, 0.0004, -0.0014
Si, 1.3723, 9.5409, 4.1208, 0.0012, -0.0011, -0.0013
Si, 4.1539, 6.7683, 4.0952, -0.0016, 0.0013, 0.0019
Si, 6.7286, 4.0179, 4.0775, -0.0008, -0.0002, 0.0013
Si, 9.5157, 1.2336, 4.0587, -0.0008, 0.0004, -0.0002
Si, 6.8699, 9.4982, 4.0879, -0.0007, 0.0001, 0.0016
Si, 9.46, 6.7823, 4.1626, 0.001, -0.0019, 0.0013
Si, -0.0085, -0.0351, 5.4867, -0.0008, 0.0006, 0.0009
Si, 2.7128, 2.6974, 5.5164, -0.0008, -0.0008, -0.0006
Si, -0.0321, 5.3948, 5.4522, 0.0001, 0.0001, 0.001
Si, 2.7625, 8.1568, 5.4262, 0.0003, -0.0006, -0.0014
Si, 5.464, 0.0033, 5.4106, -0.0009, -0.0006, -0.001
Si, 8.1491, 2.6645, 5.3922, -0.0005, 0.0004, 0.0004
Si, 5.4538, 5.409, 5.4852, -0.0002, -0.0003, 0.0002
Si, 8.1618, 8.1634, 5.5197, -0.0017, -0.0002, -0.0006
Si, 1.3426, 1.3382, 6.8455, -0.0009, -0.0001, 0.0009
Si, 4.0708, 4.0844, 6.834, -0.001, -0.0002, 0.0003
Si, 1.3573, 6.7991, 6.7691, -0.0013, -0.0003, 0.0022
Si, 4.0968, 9.5325, 6.7952, -0.0006, -0.0003, -0.0001
Si, 6.7935, 1.3621, 6.7941, -0.0011, -0.0002, -0.0003
Si, 9.4891, 4.0486, 6.7972, -0.0001, -0.0002, -0.0002
Si, 6.7986, 6.7895, 6.8435, -0.001, -0.0002, 0.0008
Si, 9.526, 9.5227, 6.8517, -0.0009, -0.0003, 0.001
Si, -0.0174, 2.727, 8.1716, -0.0008, -0.0002, 0.0007
Si, 2.7233, -0.0094, 8.1839, -0.0011, -0.0006, 0.0003
Si, 0.0227, 8.171, 8.1647, -0.0001, -0.0002, 0.0012
Si, 2.7115, 5.4575, 8.148, -0.0009, 0, 0.0016
Si, 5.4457, 2.7333, 8.1738, -0.0006, -0.0004, 0.0004
Si, 8.1527, 0.0239, 8.1567, -0.0012, 0.0003, 0.0016
Si, 5.4401, 8.1762, 8.1732, -0.0012, -0.0002, 0.0008
Si, 8.1715, 5.4418, 8.1867, -0.0007, -0.0003, -0.0002
Si, 1.3601, 4.1054, 9.5049, -0.0013, 0, 0.0005
Si, 4.0747, 1.3814, 9.527, -0.0014, -0.0002, 0.0008
Si, 1.3499, 9.5376, 9.5551, -0.0011, 0, 0.0013
Si, 4.0544, 6.8203, 9.5059, -0.0005, 0, 0.0004
Si, 6.7896, 4.1078, 9.5443, -0.001, 0.0002, 0.0013
Si, 9.4936, 1.3848, 9.5172, 0.0002, -0.0005, 0.0008
Si, 6.7979, 9.566, 9.5109, -0.0009, -0.0001, 0.0006
Si, 9.5413, 6.8388, 9.5196, -0.0008, 0, 0.0012
Si, -0.0464, 0.042, 10.8851, 0.0005, 0.0005, 0.0005
Si, 2.7078, 2.7471, 10.8845, -0.0015, 0, 0.0008
Si, 0.0456, 5.5024, 10.8535, -0.0004, -0.0003, 0.0006
Si, 2.7224, 8.1667, 10.8885, -0.0005, 0.0003, 0.0008
Si, 5.4406, 0.0317, 10.8809, -0.0014, -0.0002, 0.0009
Si, 8.1645, 2.7539, 10.8884, -0.0012, -0.0001, 0.0008
Si, 5.4142, 5.4895, 10.8822, 0.0002, 0.0002, 0.0006
Si, 8.1809, 8.2414, 10.8623, -0.0012, -0.0006, 0.0012
Si, 1.305, 1.4083, 12.2329, -0.0001, 0, 0.0003
Si, 4.0593, 4.1207, 12.2541, -0.0011, -0.0004, 0.0013
Si, 1.3748, 6.8361, 12.2843, -0.0013, 0.0003, 0.0004
Si, 4.0804, 9.5384, 12.2131, -0.0017, -0.0002, -0.001
Si, 6.7913, 1.4006, 12.2482, -0.0011, -0.0001, 0.0007
Si, 9.5637, 4.1605, 12.1597, 0.0012, 0.0006, 0.0002
Si, 6.7788, 6.9168, 12.1763, 0.0003, 0.0004, 0.0001
Si, 9.4922, 9.6033, 12.2955, 0.0002, -0.0003, 0.0002
Si, 0.007, 2.8695, 13.5862, -0.0025, 0.0005, -0.001
Si, 2.6442, -0.0407, 13.5083, 0, 0.0003, -0.0016
Si, -0.0004, 8.2281, 13.6087, -0.0009, -0.0002, -0.0014
Si, 2.7463, 5.4829, 13.6667, -0.0003, 0.0004, -0.0014
Si, 5.43, 2.758, 13.5917, -0.0009, -0.0004, -0.0035
Si, 8.1199, 0.1001, 13.6851, -0.0007, 0.001, -0.0027
Si, 5.4742, 8.2651, 13.621, -0.0006, -0.0004, 0.0009
Si, 8.192, 5.56, 13.4156, 0.0001, 0.0008, -0.0018
Si, 1.3645, 4.1872, 15.0715, 0.0013, 0.003, 0.0039
Si, 3.976, 1.3382, 14.8021, -0.0013, -0.0001, 0.002
Si, 1.3509, 9.5217, 15.0244, -0.0044, -0.0016, 0.0075
Si, 4.156, 6.8469, 14.9723, -0.0023, -0.0013, 0.0033
Si, 6.8732, 4.2212, 14.7582, 0.0002, 0.0009, 0.0054
Si, 9.4845, 1.5644, 14.9351, 0, -0.0013, 0.0031
Si, 6.7372, 9.6719, 15.1073, 0.0023, 0.0024, 0.0062
Si, 9.4594, 6.9003, 14.873, 0.0021, 0.0011, 0.0041
Si, 0.1727, 0.3623, 16.1261, 0.0205, 0.0099, -0.0796
Si, 2.483, 2.4439, 16.212, -0.0194, -0.0044, -0.0831
Si, -0.2808, 5.4215, 16.2615, -0.0139, -0.022, -0.0872
Si, 2.9543, 8.2944, 16.3417, 0.0116, 0.0235, -0.0902
Si, 4.956, -0.1569, 16.325, -0.0003, -0.0217, -0.0868
Si, 8.3734, 3.2296, 16.2445, 0.02, 0.0029, -0.0853
Si, 5.8472, 5.7479, 16.1879, 0.0048, 0.021, -0.0812
Si, 7.9644, 8.0587, 16.2906, -0.0209, -0.0158, -0.0899
Si, 2.1552, -17.2192, 26.2557, 0.0198, 0.0023, -0.1633
Si, -0.7312, 0.0164, 25.5608, 0.0236, -0.0216, -0.2462
Si, 18.2739, -3.0533, 22.5658, -0.0125, 0.0198, -0.203
Si, 4.224, 15.8932, 22.3838, -0.0089, 0.0001, -0.219
Si, -3.4995, -1.5811, 31.5631, -0.0201, 0.0197, -0.2099
Si, 0.9233, -1.9329, 20.3293, -0.0127, -0.0389, -0.1996
Si, -4.4552, 14.7854, 18.4663, -0.0228, -0.0269, -0.2054
Si, 15.0593, 12.5928, 30.9863, 0.0123, -0.033, -0.2256
Si, -18.1612, -0.4805, 28.6455, -0.0389, -0.0613, -0.2295
Si, -11.9278, -6.1493, 22.4455, 0.0066, -0.0361, -0.187
Si, 10.7482, 2.2563, 21.4787, -0.008, 0.0049, -0.1498
Si, 17.1412, 4.0599, 31.2604, 0.0293, 0.0119, -0.2122
Si, 9.2245, 7.2037, 27.3257, 0.0479, 0.0001, -0.2052
Si, -12.3072, 22.5748, 31.7408, -0.0358, 0.0216, -0.1983
Si, 26.7827, 4.5916, 26.6471, -0.0425, 0.0033, -0.2179
Si, 3.4211, -12.512, 25.8446, -0.0027, -0.0332, -0.2319
Si, -12.438, -9.684, 28.9413, 0.0208, -0.0126, -0.2231
Si, 34.1168, -6.2757, 20.7422, 0.0041, 0.0171, -0.2002
Si, 5.0647, 17.8145, 24.5221, 0.0208, -0.0034, -0.2249
Si, 9.3975, 9.8444, 18.4327, 0.0035, -0.0203, -0.2169
Si, -9.4481, 6.5625, 18.5627, -0.0066, 0.0341, -0.2196
Si, -15.7932, 19.541, 28.8637, -0.026, -0.0171, -0.2032
Si, 1.0078, -3.5148, 26.1138, 0.0011, 0.0006, -0.1628
Si, -1.2806, 17.9586, 24.395, -0.0112, -0.0378, -0.2377
Si, 3.3526, 10.8172, 20.59, -0.0079, 0.0257, -0.2195
Si, 4.3443, 1.887, 18.5084, 0.0203, 0.014, -0.1965
Si, 16.8753, 43.1769, 21.777, 0.0061, 0.0262, -0.183
Si, 25.7601, 3.0185, 24.5772, 0.0084, -0.0282, -0.2063
Si, 6.9556, 5.6679, 28.7283, 0.0061, 0.0151, -0.2381
Si, 10.6151, -0.4801, 22.5011, 0.0084, -0.0017, -0.2542
Si, -2.8674, -0.916, 27.4025, 0.0485, -0.0162, -0.1844
Si, -24.1914, 11.456, 20.709, -0.009, -0.0054, -0.1901
Si, -10.0321, 21.7042, 28.0221, 0, -0.0055, -0.1973
Si, 3.7084, 0.1941, 23.5313, 0.0299, 0.0126, -0.2366
Si, 21.9339, 2.3998, 26.982, 0.0259, 0.0245, -0.1871
Si, 17.9978, 5.3516, 21.0405, 0.0046, -0.046, -0.206
O, 6.1721, 9.4525, -0.7068, -0.0352, 0.0196, 0.0863
O, -13.1466, -0.4165, -7.3567, -0.0445, -0.0132, 0.1145
O, 4.5106, 3.6347, -10.1314, -0.0103, -0.0413, 0.1228
O, 1.0796, 4.1986, -0.4789, -0.0071, 0.0095, 0.0386
O, -7.9186, 0.3238, -11.2145, 0.0091, 0.0068, 0.1599
O, -25.3425, 3.5243, -0.9675, 0.04, -0.0315, 0.1055
O, 2.033, 10.0655, -4.5304, 0.027, 0.0006, 0.08
O, 2.8827, 13.373, -1.659, -0.0452, 0.0372, 0.1151
O, 2.9997, -0.926, -8.88, -0.0112, -0.0461, 0.1371
O, 3.9159, 0.8574, -3.751, 0.0253, 0.0818, 0.1482
O, 14.9609, 6.2967, -9.943, 0.0168, 0.0445, 0.1194
O, 23.5577, 16.9056, -7.5481, -0.0018, -0.0037, 0.0583
O, 5.3054, 5.201, -1.4196, -0.0342, 0.0382, 0.1127
O, 42.4531, 13.3369, -5.3074, -0.0454, -0.0266, 0.1087
O, 9.8855, 6.3097, -0.4122, 0.0104, -0.0096, 0.0408
O, 7.4748, 13.8765, -15.7259, -0.0417, 0.0119, 0.1075
O, 4.8449, -0.7122, 20.6682, 0.0337, -0.0023, 0.0888
O, 9.1949, 1.7274, 30.4404, 0.0002, -0.0089, 0.1589
O, -1.7112, -0.4144, 21.7819, 0.0363, -0.0203, 0.0994
O, -14.6901, 4.826, 30.0945, -0.0278, -0.0617, 0.1598
O, -8.0583, 4.864, 21.5701, 0.0647, 0.0085, 0.1017
O, -4.0031, 17.7937, 16.7226, 0.0031, -0.0026, 0.0406
O, 14.8593, -1.3898, 16.8153, -0.0019, 0.0033, 0.042
O, 7.4072, -3.9586, 21.2213, 0.0047, 0.0388, 0.0956
O, 0.2705, 10.1818, 26.6313, 0.0287, 0.0084, 0.1237
O, 16.4501, -5.7558, 21.475, -0.0548, 0.009, 0.0956
O, 18.1167, 4.8125, 19.5227, 0.0215, 0.0528, 0.155
O, 13.0626, 8.4259, 26.4322, -0.0035, 0.0086, 0.0637
O, 5.5192, 4.8608, 17.5178, 0.0125, -0.0386, 0.1054
O, 13.3973, 7.3841, 17.6432, -0.0386, -0.0431, 0.1124
O, -2.2271, 8.6306, 17.6583, 0.0356, 0.0426, 0.1109
O, 1.3267, 1.3791, 16.691, 0.0018, -0.0007, 0.0434
O, -4.4558, 7.2585, 23.7289, -0.0506, -0.0172, 0.111
O, 8.057, 22.1788, 28.3567, 0.005, 0.0386, 0.0926
O, -12.872, 19.5775, 27.8831, -0.0233, 0.0193, 0.0716
O, -7.417, -6.2397, 27.2298, 0.0123, 0.0035, 0.0821
O, -0.0073, 0.0244, 31.8758, 0.0375, -0.031, 0.1041
O, 19.2173, -0.1661, 19.2666, -0.0202, 0.0447, 0.1282
O, -1.0444, -5.3128, 23.82, -0.0026, 0.0682, 0.1239
O, 27.8511, 28.8153, 28.8123, -0.0019, 0.0153, 0.0689
O, 14.4995, 1.4914, 24.4336, -0.0043, 0.0374, 0.0855
O, -12.4215, 1.8208, 32.9661, -0.0154, 0.034, 0.0815
O, -17.9369, -0.5197, 26.9905, 0.0119, 0.0442, 0.1647
O, 0.1774, 6.2889, 17.575, 0.0407, 0.0261, 0.1148
O, -1.4628, 1.884, 20.5773, 0.0284, 0.0106, 0.069
O, -13.3352, 6.0814, 28.1921, -0.0512, -0.0336, 0.0947
O, 13.4836, 3.7546, 24.933, -0.0311, 0.0288, 0.102
O, -11.6218, 21.6579, 17.3696, -0.0432, -0.0366, 0.1138
O, -3.9265, -10.0601, 21.2504, -0.0253, -0.0164, 0.0709
O, 11.9081, 13.9253, 20.6505, -0.0189, -0.01, 0.0652
O, -5.818, 3.226, 25.7653, 0.0278, 0.0321, 0.1075
O, -1.344, -6.6154, 16.7365, -0.0031, 0.002, 0.0413
O, -4.7362, 4.6416, 27.7594, 0.0647, 0.0279, 0.1344
O, 3.8061, -3.8223, 32.9578, -0.0111, 0.0083, 0.0444
O, 33.4691, -7.0315, 26.8198, -0.0313, -0.0304, 0.0642
O, 22.336, 9.1496, 21.8968, -0.0263, 0.031, 0.1246
O, 37.2291, 8.2228, 25.3479, -0.0238, 0.0381, 0.0922
O, 37.9382, 10.8516, 23.1885, -0.0404, 0.0065, 0.1078
O, -7.4667, 12.1125, 19.6401, -0.0278, -0.0581, 0.1243
O, 10.8518, -14.6884, 27.3358, -0.0319, -0.0036, 0.0871
O, 22.2402, 0.8939, 22.0623, 0.0004, -0.0279, 0.0736
O, -2.5636, 4.6608, 21.8711, 0.0429, 0.0033, 0.0807
O, 19.7484, 18.8122, 23.238, 0.0412, -0.0133, 0.1044
O, -22.1673, 21.8397, 29.0173, -0.0383, 0.0164, 0.0965
O, -11.3122, -11.401, 24.0863, -0.0212, 0.0225, 0.2125
O, 8.7411, 7.0279, 25.7704, -0.0148, 0.01, 0.1621
O, -2.6143, -11.1521, 31.7629, 0.0066, -0.0056, 0.0692
O, -9.6923, 7.4347, 19.8979, -0.008, 0.036, 0.0997
O, 2.2477, -1.0716, 19.9779, 0.0101, 0.0125, 0.0747
O, 4.4672, 20.0191, 29.1576, 0.0181, -0.0008, 0.076
O, 6.5048, -12.3929, 27.4829, -0.0243, -0.014, 0.0927
O, -5.5474, 2.8186, 30.7105, -0.0038, 0.0061, 0.0725
O, 17.7717, 31.008, 22.0253, 0.0134, -0.0414, 0.0735
O, -9.564, 1.4415, 27.6103, 0.0087, -0.0275, 0.0762
O, -10.7471, 7.7436, 24.7883, 0.0366, 0.005, 0.1037
O, 21.4231, 9.365, 19.4464, 0.0509, -0.007, 0.1117
O, 3.3796, 2.7644, 17.5362, 0.0384, -0.0108, 0.1059
O, 10.2738, 3.1986, 22.7107, -0.0096, 0.018, 0.0777
O, 6.8924, 9.2285, 30.0486, 0.0486, 0.0227, 0.1716
O, -13.5427, -2.9163, 31.8604, 0.0298, -0.0345, 0.104
O, -5.5704, -5.0828, 25.6323, 0.0042, -0.0543, 0.1278
O, 21.3443, 1.6233, 25.6604, 0.0119, 0.0277, 0.1031
O, -16.6003, 11.64, 17.6696, -0.0137, 0.0442, 0.1114
O, 16.3022, 2.8794, 19.1963, 0.0011, 0.0034, 0.0735
O, 1.7037, 9.1492, 32.9009, 0.0071, -0.0092, 0.0445
O, 4.654, 11.5271, 32.1071, 0.0287, -0.0398, 0.1172
O, 11.0101, 5.3124, 21.4242, -0.0478, -0.0013, 0.0899
O, -9.0949, 5.1237, 19.2236, -0.0039, -0.0491, 0.1273

Results
free energy: -139738.248 eV
free energy less fixed offsets of O -570.45, Si -639.56 eV per atom: -0.248 eV

The program warned: the cutoff lies below the one the program advises for these potential files; the forces do not sum to zero within the program's tolerance; empty levels may hold ghost states of the PAW files; the exchange-correlation potential is rough where the density is thin.
